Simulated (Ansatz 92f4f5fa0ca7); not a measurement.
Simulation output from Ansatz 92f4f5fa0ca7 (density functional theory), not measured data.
Periodic cell of 254 atoms, Si144O106N4, from a study of silicon, its oxide and their interface. The atomic structure is a simulated model.
This geometry differs little from another in the collection (a relaxation step or a small displacement).

Settings
functional: r2SCAN
potential files: Ansatz PAW
basis: plane waves
wave-function cutoff: 800 eV
density cutoff ratio: 5
exchange-correlation grid ratio: 1
k mesh: 1 x 1 x 1, shifted by 0.5 0.5 0 of a step
self-consistency stop: 1e-10 eV per atom in the density residual
occupations: fixed
spin: none
net charge: 0

Cell vectors (angstrom)
a, 10.887, 0, 0
b, 0, 10.887, 0
c, 0, 0, 35.8817

Atoms and the computed forces on them: element, x, y, z (angstrom), force x, y, z (eV/angstrom)
Si, -0.4485, -0.3374, -0.1437, 0.0084, 0.0223, 0.0681
Si, 3.1018, 2.4434, -0.29, -0.0081, -0.0211, 0.1004
Si, -0.3698, 5.6373, 0.2596, 0.0044, 0.013, 0.0649
Si, 3.1979, 7.5503, -0.0878, 0.0146, -0.003, 0.0734
Si, 5.3869, 0.2601, 0.0504, -0.0098, -0.0018, 0.0629
Si, 7.7171, 3.2915, 0.1882, -0.0175, 0.0011, 0.0675
Si, 5.4063, 5.3674, 0.3995, -0.0009, 0.0015, 0.0352
Si, 8.3784, 7.8862, 0.3274, 0.0034, -0.0094, 0.0589
Si, 1.1867, 1.3109, 0.8523, -0.0019, 0.0013, -0.0038
Si, 3.9655, 3.9084, 1.4415, 0.0004, -0.002, -0.0019
Si, 1.4432, 6.6998, 1.3221, 0.0024, -0.0016, -0.0034
Si, 4.1491, 9.4163, 1.1391, 0.0002, -0.0008, -0.0044
Si, 6.788, 1.4829, 1.4343, -0.0008, 0.0003, -0.0016
Si, 9.3349, 4.2025, 1.637, 0.0007, 0.0003, -0.0016
Si, 6.7935, 6.7667, 1.6068, -0.0015, 0.0014, -0.0032
Si, 9.4812, 9.4525, 1.6433, 0.0005, 0.0007, 0.0018
Si, -0.0315, 2.6532, 2.5441, -0.002, 0.0003, -0.0003
Si, 2.6324, -0.0455, 2.4112, 0.0045, -0.0021, 0.0008
Si, 0.1033, 8.0943, 2.7843, -0.0006, -0.0015, 0.0014
Si, 2.6541, 5.3265, 2.7644, 0.0007, 0.0002, 0.0008
Si, 5.3999, 2.7052, 2.8504, -0.0004, -0.0008, -0.0001
Si, 8.1064, 0.0456, 2.7885, 0.0007, 0.0012, 0.0021
Si, 5.403, 8.2166, 2.7531, -0.0012, -0.0008, 0.0005
Si, 8.098, 5.4968, 3.0523, 0.0005, 0.0009, 0.0014
Si, 1.2739, 3.9819, 4.055, 0.0008, 0.0005, 0.0004
Si, 3.9773, 1.2649, 3.9973, 0.0004, 0, 0.0008
Si, 1.4168, 9.5535, 4.0284, -0.0003, -0.0006, -0.0003
Si, 4.0518, 6.7713, 4.0523, 0.0003, -0.0005, -0.0012
Si, 6.7346, 4.0591, 4.2498, -0.0008, -0.0003, -0.0002
Si, 9.5517, 1.3662, 4.0488, -0.0002, -0.0017, -0.0002
Si, 6.7517, 9.5576, 4.1236, -0.0006, 0.0007, 0.0007
Si, 9.5756, 6.8387, 4.2196, 0.0003, -0.0005, 0.0022
Si, 0.0124, 0.001, 5.4075, -0.0001, -0.0015, -0.0004
Si, 2.6803, 2.6693, 5.4069, 0.0013, 0.0003, -0.0012
Si, 0.0026, 5.3792, 5.4833, -0.0005, -0.0001, -0.0008
Si, 2.7358, 8.165, 5.4155, -0.0011, -0.0013, -0.001
Si, 5.3709, -0.0091, 5.4462, 0.0002, 0, -0.0008
Si, 8.1938, 2.6884, 5.4709, 0.0002, -0.0005, -0.001
Si, 5.3872, 5.4713, 5.5007, 0.0002, -0.0006, -0.0004
Si, 8.1545, 8.2211, 5.4836, -0.0004, -0.0007, -0.0003
Si, 1.343, 1.3487, 6.8087, 0.0001, -0.0005, -0.0012
Si, 4.036, 4.0679, 6.7897, -0.0006, -0.0005, -0.0013
Si, 1.3775, 6.793, 6.7759, 0, -0.0009, -0.0012
Si, 4.0827, 9.4944, 6.8207, 0, 0.0005, -0.0006
Si, 6.7985, 1.3277, 6.7841, -0.0002, -0.0002, -0.0014
Si, 9.5284, 4.0491, 6.8482, -0.0005, -0.0004, -0.0004
Si, 6.7921, 6.8192, 6.8211, -0.0003, -0.0004, -0.0008
Si, 9.5303, 9.5684, 6.8094, -0.0003, -0.0001, -0.001
Si, 0.0233, 2.7182, 8.2154, 0.0002, -0.001, -0.001
Si, 2.7165, -0.0127, 8.141, -0.0001, -0.0008, -0.0008
Si, 0.0057, 8.1654, 8.1112, -0.0007, -0.0008, -0.0008
Si, 2.7278, 5.4591, 8.1695, 0.0004, -0.001, -0.0005
Si, 5.4639, 2.7287, 8.1027, -0.0007, -0.0009, -0.0004
Si, 8.1619, 0.0056, 8.1947, -0.0001, -0.0006, -0.0007
Si, 5.4409, 8.1592, 8.2025, 0.0006, -0.0016, -0.0006
Si, 8.1662, 5.442, 8.1453, -0.0001, -0.0003, 0.0003
Si, 1.3955, 4.1248, 9.5545, 0.0001, -0.0002, -0.0013
Si, 4.1009, 1.3788, 9.4425, 0, -0.0004, -0.0014
Si, 1.3648, 9.5057, 9.4873, 0.0001, -0.0008, -0.0012
Si, 4.0686, 6.8109, 9.5728, -0.0002, 0.0007, -0.0011
Si, 6.8139, 4.0755, 9.485, 0.0003, -0.0008, -0.0009
Si, 9.5362, 1.3595, 9.5646, -0.0008, -0.0006, -0.0019
Si, 6.8242, 9.4909, 9.5521, -0.0004, -0.0001, -0.0011
Si, 9.5487, 6.8023, 9.4651, -0.0001, -0.0014, -0.001
Si, 0.0481, -0.0347, 10.8713, -0.0016, -0.0001, -0.0006
Si, 2.8278, 2.7671, 10.8488, -0.0001, 0.0012, 0.0005
Si, 0.0296, 5.5288, 10.8789, 0.0012, -0.002, 0
Si, 2.6621, 8.1787, 10.9313, 0.0001, -0.0019, 0.0001
Si, 5.409, 0.0036, 10.8063, 0.0006, -0.0019, -0.0014
Si, 8.1897, 2.7743, 10.8879, 0.0024, -0.0011, -0.0005
Si, 5.4724, 5.4206, 10.8544, -0.0003, -0.0005, 0.0019
Si, 8.2173, 8.0963, 10.8775, -0.0005, 0.0016, 0.0001
Si, 1.4636, 1.3882, 12.1272, 0.0002, -0.003, -0.0013
Si, 4.1682, 4.1138, 12.2867, 0.0002, 0.0013, 0.0022
Si, 1.287, 6.8764, 12.3787, -0.0006, 0.001, 0.0024
Si, 4.0231, 9.5964, 12.2092, -0.0001, 0.0004, 0.0018
Si, 6.7787, 1.3508, 12.1182, -0.0023, 0.0009, 0.0009
Si, 9.6019, 4.1709, 12.2228, -0.0041, 0.0009, 0.0011
Si, 6.8687, 6.6952, 12.2207, 0.0011, -0.0024, 0.0014
Si, 9.6099, 9.4273, 12.2195, 0.0029, -0.0018, -0.0012
Si, 0.1484, 2.7821, 13.4496, 0.0006, -0.0009, -0.0034
Si, 2.7221, 0.1101, 13.6478, -0.0018, 0.0015, -0.0043
Si, -0.0424, 8.2259, 13.9136, -0.0031, -0.001, -0.0015
Si, 2.7125, 5.4859, 13.6112, 0.0023, -0.0011, -0.0048
Si, 5.5748, 2.688, 13.6134, 0.0016, 0.0007, -0.0026
Si, 8.2025, -0.0162, 13.3452, -0.0003, 0.0002, -0.0028
Si, 5.4551, 8.1743, 13.3608, -0.0003, -0.0009, -0.0032
Si, 8.2536, 5.3939, 13.7226, -0.0006, 0.0013, -0.005
Si, 1.6589, 3.8444, 14.933, -0.0135, 0.013, 0.0944
Si, 3.9552, 1.6754, 14.9782, 0.0087, -0.0005, 0.0801
Si, 1.0013, 10.1013, 15.0241, 0.0131, -0.0022, 0.0793
Si, 4.1676, 6.8805, 14.7822, 0.0025, 0.0026, 0.0824
Si, 7.4074, 3.503, 14.9002, -0.0063, 0.0056, 0.0782
Si, 9.6346, 1.3319, 14.5619, -0.0002, 0, 0.0428
Si, 6.9594, 9.3917, 14.6141, -0.0141, 0.011, 0.0758
Si, 9.0767, 7.1126, 15.192, -0.0096, -0.0082, 0.104
Si, 3.8349, -6.8722, 18.9222, 0.0149, -0.0129, 0.2024
Si, 1.5006, 18.8847, 23.9728, -0.0109, -0.0198, 0.2072
Si, 16.9685, -11.8049, 29.4351, 0.0251, -0.0061, 0.2298
Si, -23.8159, -7.7304, 22.2297, 0.0112, -0.0078, 0.2121
Si, -10.2664, 6.0046, 26.3075, 0.0082, -0.0133, 0.2121
Si, -6.3018, -6.9541, 23.2883, -0.0094, -0.0213, 0.1932
Si, 1.6291, -0.0019, 21.2726, -0.0053, 0.0078, 0.1715
Si, 17.8127, 11.8133, 21.696, -0.0125, -0.0039, 0.1769
Si, 5.4328, -0.0498, 17.0358, 0.0414, 0.0001, 0.173
Si, -5.1064, 26.8857, 16.7549, -0.0277, 0.0063, 0.1713
Si, 3.0304, 8.909, 17.05, 0.0001, -0.0218, 0.1763
Si, -17.5725, 12.7145, 20.9116, 0.0107, -0.0131, 0.1865
Si, 5.9888, -1.5507, 22.536, -0.0294, 0.0079, 0.1557
Si, 7.449, -3.4612, 20.7775, -0.0204, 0.0272, 0.1956
Si, 24.3922, 7.8351, 21.4108, 0.0231, 0.0224, 0.1821
Si, 14.6732, 10.0711, 24.3424, 0.0087, 0.0247, 0.1682
Si, -4.5862, -12.1499, 26.2598, -0.0212, 0.0153, 0.2561
Si, -7.6554, 4.3705, 29.9952, 0.0346, 0.0046, 0.1805
Si, -8.6114, 12.8724, 27.9878, 0.0122, -0.0046, 0.2207
Si, 4.8305, 6.0258, 21.1836, 0.0069, 0.0211, 0.1739
Si, 2.9446, -11.7267, 29.3775, -0.0265, -0.0119, 0.1741
Si, 9.127, 3.5964, 19.1212, -0.0118, -0.0218, 0.1742
Si, 7.9885, 0.7063, 18.8718, 0.0462, -0.0066, 0.1896
Si, -12.2136, -17.7626, 33.9442, -0.0022, 0.0004, 0.1714
Si, 18.2691, -3.1181, 24.4749, -0.008, -0.0234, 0.1613
Si, -13.7166, -4.5118, 18.0304, -0.0081, 0.0048, 0.2151
Si, -0.0125, 1.2877, 23.5831, 0.0235, 0.0406, 0.1833
Si, -13.5669, -11.2929, 24.1922, 0.003, 0.0147, 0.1608
Si, 1.1243, -14.3277, 18.9886, -0.026, 0.0145, 0.1802
Si, -4.8972, 3.9104, 30.9957, 0.0019, 0.0157, 0.1525
Si, 19.0513, 5.9342, 32.1721, 0.0153, -0.009, 0.1404
Si, -21.2899, -7.8915, 26.0441, -0.0069, 0.0102, 0.1951
Si, -14.3725, -6.2359, 24.4441, 0.0188, 0.0092, 0.185
Si, -9.9844, 15.4415, 17.9133, -0.0045, 0.0061, 0.192
Si, -9.577, 19.727, 33.7693, 0.0175, -0.0194, 0.1739
Si, -0.4044, 7.5887, 31.3413, -0.0236, 0.0145, 0.1752
Si, 7.8857, 1.6087, 30.0421, -0.009, 0.0227, 0.1618
Si, -8.9311, 0.3425, 32.0147, 0.0075, 0.0033, 0.1727
Si, 7.7767, -0.7593, 34.2445, -0.0042, 0.0091, 0.1643
Si, -0.6498, -1.0108, 19.757, 0.006, 0.019, 0.1857
Si, -3.0614, 8.7634, 31.574, 0.0276, 0.0139, 0.1743
Si, -12.6539, 4.4494, 26.6334, 0.0481, -0.0167, 0.1826
Si, -8.1046, 2.0834, 24.9284, -0.0272, -0.0032, 0.1931
Si, -0.708, 13.5953, 28.6739, -0.0188, -0.0437, 0.2089
Si, -12.2178, -2.4205, 22.5099, 0.0154, -0.0062, 0.1847
Si, 21.2063, -8.7278, 31.5751, 0.0093, 0.0062, 0.1936
Si, 12.6761, 28.8896, 29.0681, -0.0002, 0.0196, 0.2119
Si, -7.3264, 13.8411, 32.5354, -0.0122, -0.0134, 0.1965
O, -0.6293, 3.2955, 32.703, 0.0177, -0.0469, -0.1148
O, 4.1441, -3.4027, 21.0151, -0.0003, -0.0104, -0.0594
O, 2.8249, -7.7748, 29.0353, -0.0357, -0.0623, -0.113
O, -3.1314, 8.6515, 34.9166, -0.0087, 0.0236, -0.0751
O, -12.411, -2.1561, 31.0282, 0.003, 0.002, -0.0569
O, -10.3792, 11.9452, 32.0456, -0.0125, 0.0153, -0.0622
O, -14.1483, 4.4026, 26.055, -0.0407, 0.0077, -0.1104
O, -1.7546, 10.9124, 34.76, -0.0309, -0.0054, -0.0618
O, 1.1226, 6.6548, 27.6885, -0.0432, -0.0406, -0.1635
O, 17.2728, -0.0438, 34.6709, 0.0338, -0.0142, -0.0679
O, 13.486, 0.4394, 28.4205, -0.0104, 0.056, -0.0974
O, -11.894, 5.8561, 26.3135, -0.0111, 0.0098, -0.0619
O, 6.2069, 9.7827, 27.8496, 0.0093, -0.0144, -0.2034
O, 6.1071, 18.9632, 23.5328, -0.0183, 0.0183, -0.091
O, 13.5465, 27.6042, 29.5777, -0.0198, 0.0264, -0.0681
O, -3.3657, 7.3952, 32.3873, 0.0009, 0.0092, -0.0557
O, 0.1645, 8.2944, 23.0994, -0.0359, 0.0109, -0.0833
O, -0.2515, 3.6367, 18.5597, 0.0348, 0.0168, -0.0711
O, 0.9458, 4.3847, 16.3051, 0.0207, -0.0212, -0.1439
O, 6.51, 6.3193, 17.5415, -0.0223, -0.0189, -0.0812
O, 10.8223, 8.5335, 19.0676, 0.0216, -0.0348, -0.0722
N, 11.4934, -8.5846, 27.6415, 0.0116, 0.0159, -0.1403
O, -4.9003, 3.9746, 24.0993, -0.0325, -0.0044, -0.0717
O, -2.1667, 7.2447, 21.804, -0.0258, -0.0178, -0.0933
O, 8.3763, -5.9703, 18.6201, -0.0149, 0.0396, -0.0797
O, 6.863, 3.9884, 16.3598, 0.0259, -0.0266, -0.0894
O, 5.1514, 5.7446, 15.4254, -0.0279, 0.0273, -0.0855
O, -8.5149, 9.2681, 24.5447, -0.0076, -0.0142, -0.0657
O, 7.9707, 8.3023, 15.2682, -0.0032, 0.0062, -0.0474
O, -6.6504, 13.4321, 19.4667, -0.0066, 0.0456, -0.1109
O, 2.2767, -1.4803, 21.2868, -0.0057, -0.0034, -0.0647
O, 6.5865, 0.3576, 18.1197, -0.0744, -0.0217, -0.1106
O, -2.0408, 1.5118, 31.3605, -0.0252, -0.0033, -0.0849
O, -3.9797, 2.8756, 30.1787, 0.0253, -0.0283, -0.0666
O, 8.0431, 7.4495, 19.2637, 0.0224, -0.0306, -0.1444
O, -3.4927, -0.2352, 25.6079, 0.0404, 0.0069, -0.1163
O, 2.8185, 2.7827, 15.4079, 0.0025, -0.0067, -0.046
O, -2.3333, 2.3687, 15.3127, 0.0079, -0.0076, -0.0397
O, 4.2681, 9.8276, 17.5843, -0.0018, 0.0026, -0.0638
O, 9.5655, 11.3791, 24.1941, 0.0007, -0.0023, -0.06
O, 3.5248, 7.8305, 15.9501, 0.0228, -0.0384, -0.091
O, -8.8224, 10.3167, 30.6993, 0.0286, -0.0275, -0.126
O, 6.435, 6.1732, 21.0001, 0.0125, 0, -0.0615
O, 1.7955, 9.7692, 16.431, -0.0371, 0.0264, -0.0948
O, 6.1997, -0.7791, 15.8416, 0.0263, -0.0262, -0.0903
O, 3.4245, -18.3363, 24.3048, 0.0465, 0.0393, -0.0941
O, 17.4674, -2.0982, 21.1045, 0.0256, -0.0342, -0.0914
O, 7.446, 2.3341, 22.2591, -0.0016, -0.012, -0.0676
O, 4.4504, 5.4007, 22.6329, 0.0047, 0.0415, -0.0999
O, 9.2009, 10.5124, 18.6669, -0.0251, 0.0142, -0.0746
O, -1.8041, 3.7104, 20.7417, 0.0108, 0.0197, -0.1724
N, -3.8784, 10.6896, 22.9523, -0.0245, 0.021, -0.1062
O, 5.436, 0.8039, 21.0588, -0.0178, 0.0126, -0.0703
O, -4.3927, -17.4622, 35.565, 0.0096, -0.0079, -0.036
O, -6.4401, -12.0047, 22.8796, 0.028, -0.0127, -0.0904
O, 2.7831, 11.9847, 21.0718, 0.0136, 0.0097, -0.0604
O, 0.6321, 6.1233, 18.2225, -0.0032, -0.0319, -0.0665
O, 4.6457, 1.2213, 16.4052, -0.0299, 0.025, -0.0919
O, -2.4605, 2.2401, 18.5682, -0.0049, 0.0022, -0.0664
O, -0.6771, -8.5162, 22.5896, -0.0391, 0.0231, -0.0882
O, -1.8023, 6.674, 16.7976, 0.0323, 0.0184, -0.1386
O, 4.5105, -0.8054, 29.7739, 0.007, 0.0007, -0.0643
O, -2.3735, -5.717, 33.5397, -0.0214, 0.0322, -0.0872
O, -20.5866, -6.3979, 26.0919, 0.0016, -0.001, -0.0654
O, -16.6124, 3.2187, 32.2521, 0.0289, 0.0173, -0.0809
O, 4.5002, -7.9883, 22.0685, -0.0082, -0.0409, -0.116
O, -11.0918, 0.3116, 15.3919, -0.0057, 0.0056, -0.0397
O, 2.4408, -13.682, 18.3085, 0.0455, 0.0346, -0.1128
O, 9.6597, -12.2443, 21.2658, 0.0169, 0.0291, -0.1283
O, 15.5185, 4.3839, 17.5912, 0.0484, 0.027, -0.1145
O, 15.1085, 5.0813, 20.0514, -0.0293, -0.0492, -0.118
O, -10.2456, -3.4613, 30.151, 0.0636, -0.017, -0.1247
O, -10.4635, -13.7486, 32.6851, -0.0404, -0.0301, -0.11
O, -34.9653, -6.6988, 23.439, 0.0203, -0.0331, -0.1069
O, -8.619, 4.0733, 18.6101, -0.0335, 0.0093, -0.0716
O, -0.1043, 2.8497, 30.1794, 0.0006, 0.0176, -0.1478
O, -6.0341, -17.2688, 30.0081, -0.0305, 0.008, -0.0721
O, 7.7105, -0.9089, 32.6385, -0.0027, -0.0299, -0.1255
O, -9.7748, -3.8847, 25.162, 0.0246, 0.0694, -0.1369
O, 14.0379, 12.3135, 32.1336, -0.0085, -0.0153, -0.0635
O, 4.1884, -9.6527, 35.3861, -0.0043, 0.0068, -0.0445
O, -1.4391, -6.7875, 28.1899, -0.0158, 0.0399, -0.1184
O, 0.91, 0.2965, 22.6998, 0.0323, -0.036, -0.1147
O, -9.3143, -3.8668, 20.4856, -0.0354, -0.0127, -0.1169
O, -13.8976, 11.4807, 20.4663, 0.0259, 0.0033, -0.145
O, -6.0581, -1.0988, 25.5712, -0.0372, 0.0019, -0.1041
O, 0.5523, -10.8308, 20.0606, -0.0317, -0.0107, -0.0844
O, 8.6574, 13.82, 34.7695, 0.0339, 0.0128, -0.0887
O, -7.8883, 2.1976, 26.5458, 0.0167, 0.0033, -0.1674
O, 6.7717, -2.0714, 30.3445, -0.0476, 0.0277, -0.1103
O, 2.4814, 7.8863, 34.3612, -0.037, 0.0231, -0.0902
O, -1.0874, -7.6654, 25.8012, -0.0079, -0.0069, -0.0821
O, -1.2623, -4.6874, 31.4712, 0.0215, 0.0099, -0.0573
O, -3.298, 6.2245, 24.3257, -0.0033, 0.009, -0.0594
O, -10.508, -1.5365, 34.992, 0.0269, -0.0305, -0.0761
O, -7.3957, 0.776, 24.3385, 0.0139, -0.0233, -0.0658
O, -0.1253, 15.5717, 34.8189, -0.0181, -0.0277, -0.0871
O, 6.9153, 8.1476, 25.9835, 0.0242, -0.0239, -0.1045
N, -2.2445, 8.8259, 23.9473, 0.0228, -0.0017, -0.0968
O, 3.1016, 14.0565, 34.099, 0.02, 0.0138, -0.1493
O, 2.0339, 10.1817, 33.2352, 0.0101, 0.0463, -0.0916
O, -8.2936, -13.2386, 28.8504, 0.0037, -0.0116, -0.0621
O, -8.4156, -3.6057, 22.9197, 0.0272, -0.0022, -0.1179
O, -1.3556, 6.8607, 35.6697, 0.0007, -0.0002, -0.0413
N, -20.7195, -8.8685, 24.7604, -0.0137, -0.0401, -0.1272
O, -3.995, 0.3841, 29.882, -0.0191, -0.0183, -0.0675
O, 7.0377, 5.0609, 31.4257, -0.034, -0.0273, -0.0637
O, -1.969, 1.6696, 28.7834, 0.0369, 0.0168, -0.0955
O, -6.5013, -4.4575, 35.4673, -0.0069, 0.007, -0.0349
O, 2.7806, 14.8633, 31.5268, -0.0062, 0.0302, -0.1125

Results
free energy: -154111.800 eV
free energy less fixed offsets of N -386.36, O -570.45, Si -639.56 eV per atom: -2.020 eV

The program warned: the cutoff lies below the one the program advises for these potential files; the forces do not sum to zero within the program's tolerance; empty levels may hold ghost states of the PAW files; the exchange-correlation potential is rough where the density is thin.
